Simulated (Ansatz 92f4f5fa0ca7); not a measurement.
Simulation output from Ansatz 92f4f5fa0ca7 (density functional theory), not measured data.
Periodic cell of 148 atoms, Si92O56, from a study of silicon, its oxide and their interface. The atomic structure is a simulated model.

Settings
functional: r2SCAN
potential files: Ansatz norm-conserving
basis: plane waves
wave-function cutoff: 1300 eV
density cutoff ratio: 4
exchange-correlation grid ratio: 1
k mesh: 2 x 2 x 1, shifted by 0.5 0.5 0.5 of a step
self-consistency stop: 5e-08 eV per atom in the density residual
occupations: Fermi-Dirac, 0.05 eV
spin: none
net charge: 0

Cell vectors (angstrom)
a	10.88	0	0
b	0	10.88	0
c	0	0	22.1655

Atoms: element, x, y, z (angstrom)
Si	0.4377	-0.4683	0.1824
Si	2.3903	2.9638	-0.0541
Si	-0.0646	4.9838	-0.5908
Si	2.0183	8.6455	-0.1321
Si	6.0545	0.3165	-0.1925
Si	7.9447	3.0948	-0.0492
Si	6.6517	5.1551	-0.3116
Si	7.9401	8.7096	0.3614
Si	1.3852	1.3346	1.3753
Si	4.0646	4.1816	1.1036
Si	1.2184	7.024	1.4958
Si	4.2104	9.6059	1.6998
Si	7.0246	1.6727	1.5558
Si	9.6048	3.9477	1.2625
Si	6.9148	6.8298	1.3955
Si	9.5854	9.6514	1.5667
Si	0.0359	2.7311	2.7722
Si	2.6684	0.0105	2.9792
Si	-0.2213	8.1591	2.893
Si	2.7703	5.4891	2.5721
Si	5.3155	2.7383	2.6196
Si	8.2096	0.0298	2.9353
Si	5.6199	8.0678	2.9014
Si	8.3303	5.4573	2.6132
Si	1.423	4.1538	4.0707
Si	4.1255	1.3502	4.2121
Si	1.232	9.4346	4.1264
Si	4.0018	6.7366	4.1633
Si	6.8895	4.0942	3.9259
Si	9.5573	1.3545	4.1702
Si	6.7597	9.5165	4.2085
Si	9.5072	6.6778	4.2353
Si	-0.0498	-0.1254	5.3999
Si	2.7126	2.6578	5.7074
Si	0.1399	5.3925	5.5165
Si	2.574	8.1712	5.5652
Si	5.4531	0.0609	5.5846
Si	8.2147	2.6683	5.4639
Si	5.4428	5.3876	5.416
Si	8.0474	8.0151	5.5028
Si	1.3042	1.1535	7.008
Si	4.3001	3.988	6.9249
Si	1.2947	6.7923	7.0131
Si	4.0294	9.6031	6.9175
Si	6.7839	1.5461	6.8405
Si	9.6697	3.9858	6.8579
Si	6.6857	6.6772	6.8625
Si	9.493	9.4363	6.7802
Si	0.0546	2.6705	8.4092
Si	2.573	-0.0687	8.5039
Si	-0.1868	8.0769	8.5046
Si	2.8512	5.2302	8.2982
Si	5.3851	2.4706	8.3509
Si	8.3028	0.1623	8.0173
Si	5.3218	8.065	8.2881
Si	8.0423	5.2173	8.1242
Si	1.8817	3.6207	9.6255
Si	3.6123	1.6271	9.7619
Si	1.241	9.3182	10.0622
Si	4.0992	6.7696	9.8482
Si	7.324	3.4965	9.4791
Si	9.1274	1.7941	9.602
Si	6.823	9.7354	9.1626
Si	9.3315	6.5662	9.5581
Si	0.4093	-0.7114	12.03
Si	7.4908	-2.2909	10.8527
Si	0.7051	5.6179	11.5481
Si	2.3041	7.6233	11.3226
Si	5.1748	0.6667	11.2447
Si	9.9831	1.1379	11.7602
Si	6.6939	3.5006	11.7867
Si	8.9976	9.4263	12.4485
Si	4.1926	1.2466	17.4553
Si	8.6538	4.0301	16.2643
Si	4.8491	-1.5386	12.3387
Si	6.7401	7.8563	13.9792
Si	2.5153	2.2514	16.267
Si	9.5773	3.9253	13.1237
Si	5.4866	5.4012	12.4461
Si	11.9846	10.551	14.9105
Si	5.2564	-2.7555	18.185
Si	9.1362	0.1332	15.9177
Si	8.1308	-1.5799	18.3999
Si	10.6282	2.4659	17.6752
Si	4.2616	0.9192	20.3986
Si	6.6954	1.8768	15.758
Si	2.7281	9.2878	17.177
Si	4.7223	3.9881	14.8421
Si	8.6816	6.7769	20.2377
Si	17.3002	-4.7718	16.4461
Si	13.8758	8.8437	19.9765
Si	9.4474	0.9128	20.116
O	3.53	-2.2023	0.5709
O	3.3916	-0.1553	-4.9053
O	3.2103	2.0374	-1.1159
O	3.3915	-0.4419	-1.9488
O	-0.9625	5.5819	-1.9191
O	1.2349	3.8834	-0.8932
O	0.4354	6.2523	0.2445
O	-3.6056	5.9479	-1.6859
O	6.9144	-1.0888	-0.521
O	4.8435	0.0058	0.9135
O	8.381	1.8723	-1.164
O	10.5433	0.1012	-1.1798
O	7.5288	2.9269	-5.6044
O	4.9673	4.8709	-0.3141
O	8.85	7.8842	-0.7578
O	12.9533	8.8085	-3.5678
O	1.4607	-0.4424	13.33
O	1.6857	-1.5613	15.8802
O	4.6637	6.0346	11.1894
O	3.2477	3.3439	15.3003
O	-0.3648	5.7857	10.3209
O	5.9059	-2.4763	11.3238
O	1.5514	4.1014	11.232
O	3.3401	8.6923	12.1438
O	6.5756	-3.374	15.5273
O	6.2593	0.0909	10.1383
O	8.1557	3.7984	12.4039
O	10.2815	2.5021	12.6553
O	6.4616	6.4489	13.1932
O	8.1463	8.6333	13.7232
O	8.6686	11.2005	12.4142
O	8.1093	7.0401	10.5099
O	5.5974	1.0789	16.6167
O	5.7885	2.7763	14.6684
O	9.8291	3.8443	17.3777
O	12.1294	2.6234	17.2667
O	-0.5331	-0.4365	15.0222
O	7.9219	-5.4377	16.4956
O	5.8929	12.9209	12.0559
O	4.304	4.9608	13.5391
O	6.5049	-1.6215	18.2565
O	8.7237	-1.1021	16.9492
O	10.5755	5.1948	12.8245
O	9.2834	3.9274	14.7812
O	14.9788	8.3917	17.026
O	1.8357	1.0986	15.3137
O	5.6073	-1.8378	13.7616
O	10.0589	1.3345	16.6425
O	8.4523	-0.2256	19.2971
O	5.8266	-4.2562	17.8808
O	15.3425	-2.737	19.621
O	7.8358	0.8161	15.229
O	10.3268	1.951	19.2086
O	4.6216	1.6142	18.9683
O	-2.2703	7.7578	18.8339
O	5.4789	-5.9533	15.9349

Results
free energy: -36816.621 eV
free energy less fixed offsets of O -463.61, Si -117.95 eV per atom: -3.061 eV
pressure: -3.01 GPa
stress xx, yy, zz, yz, xz, xy (GPa, positive in tension): 3.12, 3.87, 2.04, -1.29, 0, -0.46

Forces (eV/angstrom), in the order of the atoms: element, x, y, z
Si	-0.6186	1.1385	-0.4671
Si	-0.315	-0.2424	-0.6522
Si	0.2096	-1.2462	0.4433
Si	0.0628	-0.9479	1.6496
Si	-0.2042	-0.1692	0.5883
Si	0.1776	-1.4603	0.4789
Si	-1.3223	0.567	-1.003
Si	-0.8259	-0.3496	-1.9835
Si	0.2052	0.0813	0.7982
Si	0.5973	0.2635	-1.7282
Si	0.299	-0.2414	-1.5988
Si	0.0109	0.3103	0.7724
Si	-0.1407	-0.8066	-1.2335
Si	0.4181	0.8537	-0.7244
Si	0.1589	0.3256	0.0546
Si	-0.1004	0.5043	0.2397
Si	-0.1391	-0.6479	-0.2092
Si	0.1362	-0.2394	-0.8395
Si	0.269	-0.642	0.2118
Si	-0.2586	0.853	0.4211
Si	0.2175	0.4953	0.6855
Si	-0.4797	0.6714	-0.7207
Si	-1.9523	-0.3059	-0.5214
Si	0.1956	-0.1891	0.288
Si	0.8576	-1.117	0.1124
Si	-1.0206	0.7891	0.0004
Si	0.9756	0.102	-0.0659
Si	0.1006	0.8685	-0.0051
Si	-0.4979	-0.1638	0.6054
Si	0.3972	0.2976	0.1009
Si	0.7715	0.1776	0.5513
Si	-0.0672	-0.078	0.0971
Si	0.2276	0.7451	1.569
Si	0.3986	0.0935	-0.9257
Si	-0.9073	0.4922	0.3386
Si	0.8808	-0.0955	0.183
Si	0.4158	-0.2924	-0.094
Si	-0.0692	1.5453	-0.2696
Si	0.1739	-0.6576	-0.321
Si	0.4938	0.5431	0.5359
Si	-0.8247	0.5327	-0.6087
Si	-0.8993	-0.1147	-0.1573
Si	0.5567	-0.4	0.8268
Si	-0.7872	-0.9539	0.5791
Si	0.2243	-1.861	-0.314
Si	-0.3315	0.1988	-0.1578
Si	-0.1188	0.3768	0.4961
Si	0.2651	-0.2585	0.7778
Si	0.0355	-0.0585	-0.6304
Si	0.5376	-0.8999	0.2072
Si	0.3147	1.3109	-1.2403
Si	0.6305	1.6358	-0.0576
Si	0.1533	1.1731	0.5526
Si	-0.1062	0.0706	-0.2371
Si	0.3484	0.827	-0.6511
Si	1.3367	0.157	-0.2219
Si	0.1292	-0.9092	1.3789
Si	-0.4202	0.6841	-0.6253
Si	-0.0483	-0.4406	-1.2245
Si	-2.3648	-0.5812	-0.3212
Si	-0.9849	-1.1236	0.394
Si	0.0494	-0.1608	-0.2952
Si	-0.1977	0.8806	-1.4238
Si	-0.9421	-0.272	-1.2518
Si	0.4411	0.2935	0.6728
Si	1.434	-2.1792	0.419
Si	0.2932	-2.6022	0.6355
Si	1.1277	0.5716	-2.0551
Si	1.0398	1.4002	0.7668
Si	-1.6988	1.3166	0.5351
Si	-0.7964	-0.4346	-1.1519
Si	-1.8453	1.7267	0.8897
Si	0.243	-0.5599	-0.8563
Si	0.8104	0.7199	0.3037
Si	0.7474	-0.9157	-0.638
Si	-0.5205	0.9338	0.5541
Si	-0.4154	-0.3096	0.1502
Si	0.7689	-1.3574	1.9968
Si	-1.1734	-0.6539	-0.234
Si	0.4818	0.6673	1.0984
Si	0.3265	0.4679	-0.2446
Si	0.9988	0.3771	2.5167
Si	-0.1665	0.7248	-0.4032
Si	-2.2888	-1.1371	-0.0787
Si	-0.2912	0.8523	0.8021
Si	-1.2225	-0.8546	-1.2944
Si	0.41	-0.6399	-1.0455
Si	-1.7465	0.3073	0.0683
Si	0.2648	0.0262	-1.3054
Si	1.3246	1.1287	0.1037
Si	0.8948	0.7828	-1.31
Si	-1.5389	-0.3193	-0.4782
O	-0.1001	0.189	-0.6229
O	0.2114	0.9114	1.0544
O	0.6687	-0.5209	-0.3102
O	-0.0977	-0.2431	-0.0007
O	-0.1247	0.8417	1.3092
O	-0.6342	0.9044	0.4519
O	0.191	0.23	-0.2649
O	-0.0448	-0.3488	0.7362
O	0.5182	-0.6237	1.2879
O	-0.0661	-0.78	-0.0412
O	0.7625	0.0528	-0.4218
O	-0.1817	-0.0748	0.0937
O	0.4725	0.5938	1.0706
O	0.5531	-0.7056	1.7487
O	0.1616	-0.2538	-0.3611
O	-0.0349	0.1994	-0.0217
O	-0.7413	-1.0544	-0.7627
O	0.6077	0.5937	0.4699
O	1.3596	-0.8797	0.5085
O	0.6547	1.0151	-0.0988
O	1.0295	-0.5327	0.8771
O	-0.5186	1.0189	1.2909
O	-0.8202	2.335	-1.054
O	0.7336	-0.2792	0.8928
O	-0.0734	-1.9406	1.4285
O	-1.0811	0.5657	0.6318
O	0.1242	0.4397	0.5187
O	0.1092	0.2212	0.1884
O	0.6063	0.8396	-0.0392
O	1.2525	0.2101	-0.821
O	0.3258	-2.1984	0.1827
O	-0.6216	1.1334	1.0327
O	-0.0854	0.2263	0.2417
O	0.6183	-0.7374	-0.11
O	-0.2283	0.0828	-0.1695
O	2.5729	0.9277	-0.2917
O	0.5449	-0.3597	-1.2811
O	-0.6129	0.8888	0.1883
O	-0.0069	-0.8317	-1.0962
O	1.3643	-1.1418	0.7355
O	-1.5126	-1.5322	0.0342
O	0.2831	0.4833	-0.7388
O	0.1023	-0.0843	-0.5462
O	0.2823	0.0355	-1.6672
O	0.2251	-0.3717	0.26
O	-0.4632	-0.8003	-0.2289
O	-0.9153	-0.1657	-0.6988
O	-1.4375	-0.6783	0.3348
O	1.6941	0.8383	1.2706
O	0.4858	0.3513	-0.5396
O	-0.6609	0.0312	-0.003
O	-0.3566	-0.2283	-0.211
O	-0.1271	-0.1907	-0.7327
O	-0.0802	-0.5505	-0.0649
O	0.1999	-0.0618	1.2924
O	-1.2758	0.0399	-0.5059
